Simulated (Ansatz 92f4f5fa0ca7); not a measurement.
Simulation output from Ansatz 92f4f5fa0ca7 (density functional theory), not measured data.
Periodic cell of 153 atoms, Si99O54, from a study of silicon, its oxide and their interface. The atomic structure is a simulated model.

Settings: functional r2SCAN; potential files Ansatz norm-conserving; basis plane waves; wave-function cutoff 1300 eV; density cutoff ratio 4; exchange-correlation grid ratio 1; k mesh 2 x 2 x 1, shifted by 0.5 0.5 0.5 of a step; self-consistency stop 5e-08 eV per atom in the density residual; occupations Fermi-Dirac, 0.05 eV; spin none; net charge 0.

Cell vectors (angstrom)
a  11.5799  -0.0752  0.0522
b  -0.0752  11.6348  0.0258
c  0.091  0.0449  20.1628

Atoms: element, x, y, z (angstrom)
Si  0.2212  0.856  -0.3598
Si  0.2131  3.9292  0.5429
Si  0.5915  6.9127  0.0245
Si  4.4433  0.8931  0.1266
Si  4.0493  3.9863  0.2608
Si  4.15  7.9953  -0.26
Si  8.1397  0.1413  -0.1142
Si  8.0394  3.3734  -0.792
Si  5.7844  6.0501  -4.0004
Si  2.4026  -0.0286  0.7118
Si  2.1619  3.7714  1.784
Si  2.1848  7.3047  1.6169
Si  6.1144  -0.0026  1.4619
Si  5.9125  3.9639  1.3776
Si  5.6751  7.3392  1.8008
Si  9.9333  0.0699  1.168
Si  9.3605  3.8747  1.4507
Si  9.4423  7.9438  1.6642
Si  1.7247  1.4384  2.5387
Si  1.7434  5.6368  3.0868
Si  1.622  9.4536  2.566
Si  5.5564  1.7764  2.6006
Si  5.7658  5.6093  3.1819
Si  5.8427  9.6002  2.8963
Si  9.6299  2.0746  2.798
Si  9.3431  5.9338  2.8052
Si  9.8978  9.9416  2.7888
Si  -0.2819  1.9458  4.1208
Si  -0.3987  5.8153  4.1558
Si  -0.032  9.6463  4.2041
Si  3.6166  1.7172  4.2135
Si  3.7173  6.1708  4.4311
Si  3.8112  10.0614  3.924
Si  7.3908  1.947  4.1182
Si  7.5832  5.9378  4.4015
Si  7.8868  10.0015  4.1989
Si  0.1643  0.1026  5.5583
Si  -0.0506  3.7668  5.3487
Si  0.0301  7.6604  5.6618
Si  3.6511  -0.0845  5.6973
Si  3.7806  3.9967  5.6386
Si  3.9305  8.1281  5.428
Si  7.5397  0.234  5.7995
Si  7.6008  3.841  5.365
Si  7.8705  7.9875  5.48
Si  2.0327  -0.1505  6.9032
Si  1.9334  3.2819  6.669
Si  2.2032  7.7189  6.7962
Si  5.7522  -0.2417  6.8002
Si  5.7896  3.6034  6.8698
Si  5.8679  7.7856  6.7732
Si  9.6908  -0.1451  6.8351
Si  9.4629  3.86  6.5798
Si  9.5639  7.6944  7.0146
Si  1.8847  1.7471  8.5023
Si  2.0447  5.5213  7.5968
Si  1.9735  9.4832  8.4064
Si  5.5982  1.7988  8.2421
Si  5.8402  5.5545  8.1629
Si  5.6683  9.4141  8.3988
Si  9.5133  1.6282  8.1032
Si  9.1776  5.5153  8.0358
Si  9.462  9.6905  8.3869
Si  -0.4463  1.9784  9.4904
Si  -0.0866  5.6841  9.0722
Si  0.0205  9.9289  9.9258
Si  3.8829  2.0548  9.7996
Si  3.6906  5.9259  9.414
Si  3.7857  9.7657  9.876
Si  7.8428  2.5275  9.2964
Si  7.5557  5.0575  9.7211
Si  7.5995  9.6066  9.8863
Si  0.5282  0.323  11.0197
Si  -0.0439  4.6945  11.1376
Si  1.1437  7.055  10.5654
Si  3.4551  0.1307  11.3544
Si  2.9308  4.0017  10.4645
Si  3.2324  7.7152  10.7831
Si  7.6817  0.872  11.0497
Si  8.5858  5.2339  11.9769
Si  8.1452  8.2453  12.747
Si  4.942  -0.0221  14.3146
Si  4.564  9.9817  18.7597
Si  3.4669  6.0656  18.2095
Si  6.4792  -2.6395  15.1453
Si  11.6427  8.5701  17.584
Si  10.504  -2.5803  14.475
Si  11.615  11.7549  17.6131
Si  -1.0665  0.9446  12.3827
Si  -2.989  16.5483  16.5019
Si  7.55  1.3435  13.8183
Si  2.5692  5.4568  12.5207
Si  7.4259  9.396  17.7864
Si  12.9403  8.7071  15.636
Si  -1.4882  -0.2148  15.049
Si  -1.9563  7.5974  16.7695
Si  2.7151  11.0942  16.3116
Si  8.9627  3.1129  13.943
Si  3.0824  6.1761  15.5827
O  0.0784  2.5013  -0.1995
O  -1.8202  5.9297  -3.2465
O  0.6362  7.6221  -1.477
O  3.2597  4.8413  -0.9341
O  2.1046  10.1929  -5.1493
O  -0.6594  7.7365  0.6759
O  4.377  2.4412  -0.4637
O  11.3456  -1.5039  -2.4341
O  -3.256  3.6955  -2.4051
O  3.8089  7.4667  1.1626
O  5.9883  7.6598  -4.1546
O  4.8775  11.5316  -1.1467
O  4.9705  5.7427  -2.4982
O  8.1887  -1.2216  -1.2526
O  11.9055  8.2763  -5.8389
O  6.848  4.2948  -0.1702
O  2.3374  5.6698  -3.1535
O  5.8848  7.5102  0.076
O  4.2814  0.1977  12.7676
O  -4.6956  1.4787  12.2981
O  -1.6277  14.0264  12.9697
O  2.6122  7.6998  15.4935
O  12.0489  8.4219  10.9012
O  -0.5589  11.782  13.7707
O  7.642  -2.8553  11.2655
O  5.5691  -1.4899  14.3687
O  10.2582  5.2323  12.0121
O  -1.086  3.4171  10.229
O  3.2431  7.0236  12.303
O  3.806  11.9894  15.4933
O  7.3989  -2.9396  13.892
O  1.3469  3.6185  11.101
O  8.195  6.6136  12.5933
O  9.7556  8.7619  12.8298
O  6.1212  1.0273  14.7613
O  -3.548  1.6787  19.0482
O  -4.0453  -5.9715  15.8318
O  0.0093  5.5728  19.7143
O  1.0223  5.8468  11.977
O  3.5896  9.958  17.2332
O  5.9743  -14.25  18.2066
O  9.553  -3.7551  15.2464
O  10.3994  12.2235  16.474
O  9.3584  4.4501  15.0133
O  7.5834  -1.8347  16.1916
O  13.5111  -0.0294  11.7555
O  -2.9076  0.1675  14.0846
O  1.601  12.0111  16.9293
O  9.1426  0.3984  11.6052
O  7.9495  3.8606  12.6006
O  4.6144  5.5236  15.1604
O  2.578  5.2684  14.1823
O  8.3396  8.1172  17.8046
O  7.2744  -0.4014  10.0927

Results
free energy: -36689.430 eV
free energy less fixed offsets of O -463.61, Si -117.95 eV per atom: 22.560 eV
pressure: -2.68 GPa
stress xx, yy, zz, yz, xz, xy (GPa, positive in tension): 1.73, 3.63, 2.69, 0.25, 0.49, -0.8

Forces (eV/angstrom), in the order of the atoms: element, x, y, z
Si  -0.0294  -0.0787  0.8446
Si  -2.3001  2.5778  -0.6193
Si  -2.5265  1.3563  -1.7884
Si  0.6189  -0.7834  -1.6818
Si  -3.1684  -1.7527  -1.3733
Si  3.471  -1.3362  -5.3586
Si  -2.7704  -0.5945  -2.8335
Si  0.6271  -2.9963  1.4784
Si  -2.0694  -0.8346  1.2204
Si  -2.9601  -0.0854  1.1099
Si  0.1409  -0.8738  -0.0897
Si  -1.3786  0.8655  0.8982
Si  1.2816  -1.4311  -1.0019
Si  1.8813  0.6289  0.0434
Si  1.1248  2.639  -2.3173
Si  1.7354  1.0562  1.336
Si  1.6127  0.8531  -1.1839
Si  1.0844  -0.5963  -1.4155
Si  0.8094  1.6489  1.413
Si  0.6795  0.2373  0.9349
Si  2.468  0.8784  -0.2624
Si  0.6045  1.6687  2.116
Si  -1.3185  -0.6651  -0.9328
Si  0.6452  0.4197  -0.8426
Si  -3.0991  -1.9815  -1.073
Si  -0.5329  -0.611  0.0635
Si  -1.8522  -0.2134  -0.2098
Si  2.4912  -1.6896  -0.44
Si  1.6502  -0.2282  0.4027
Si  0.6022  0.5993  1.0333
Si  0.2097  1.6754  -1.2313
Si  -0.3821  -3.2026  -1.0374
Si  -1.3011  -1.612  0.2373
Si  1.2096  -0.3339  -0.8035
Si  1.3853  0.2515  -0.2795
Si  -0.794  -0.067  -0.2394
Si  -1.1362  -1.1328  -0.8969
Si  0.1707  1.4545  1.0323
Si  -0.2738  0.5287  -0.4558
Si  5.1843  0.4502  -3.6954
Si  1.1312  -0.6477  -1.6379
Si  0.9527  1.1468  -0.2173
Si  3.4339  -0.3284  -3.2224
Si  -0.8316  -0.0562  0.3777
Si  -0.7117  0.2662  0.2446
Si  -4.2349  -0.1357  4.6558
Si  -0.8953  1.2175  0.7981
Si  -2.1332  -0.3253  0.4032
Si  -3.1346  -0.4733  3.5198
Si  -0.8475  1.0232  -0.5893
Si  -0.0984  -0.9976  0.6736
Si  -0.5679  -0.9564  -0.3736
Si  1.8174  -2.5393  0.7909
Si  0.4277  -0.153  0.6103
Si  -0.6724  0.2765  -1.1083
Si  -0.9102  0.2079  2.0387
Si  -1.0565  1.2817  -0.3888
Si  1.6628  -0.4287  0.1213
Si  -1.1678  0.955  0.4822
Si  0.5917  0.8643  0.5192
Si  -0.2505  2.2283  -1.4146
Si  1.76  1.9299  1.6538
Si  1.2736  -0.9117  1.2011
Si  2.2237  1.7584  1.5332
Si  0.9896  0.9361  -1.3467
Si  0.3512  -2.4664  -0.7611
Si  -0.6297  -1.3634  0.4803
Si  0.7569  -1.1589  -2.4275
Si  0.3759  0.3234  0.0409
Si  -2.5317  -0.1624  1.4254
Si  1.2313  -1.1682  -0.5406
Si  -1.1371  1.1699  -0.8718
Si  -2.2074  -0.1454  -2.2815
Si  -0.2054  -2.516  -2.7746
Si  -2.8343  0.5323  -1.0656
Si  3.5172  0.261  -0.5217
Si  -0.8001  1.0814  3.3113
Si  1.2202  -0.9995  0.462
Si  1.4624  0.935  -2.5451
Si  0.6813  -1.4298  -1.7989
Si  4.6607  -1.2931  -4.4038
Si  -0.6871  1.8488  -0.463
Si  -0.5249  1.4381  -3.6611
Si  3.0309  1.4144  0.5482
Si  1.8945  4.0452  -0.3883
Si  -0.1042  -1.3885  0.2169
Si  -0.8707  -3.2207  -3.5739
Si  0.3234  0.7897  -0.706
Si  -1.37  -1.1743  1.5851
Si  4.0725  -2.1598  0.7771
Si  -1.9503  -2.2979  4.0391
Si  2.3926  0.6817  2.0243
Si  -0.1357  1.9341  2.8956
Si  2.8109  0.387  -2.8036
Si  -0.6737  0.5689  -3.195
Si  0.1511  0.6595  2.7856
Si  3.3433  -1.4025  -2.0713
Si  -1.512  3.2841  -1.4287
Si  -0.8154  -2.9378  -4.9203
O  0.3416  -0.6006  -1.3554
O  -1.7123  0.1817  0.6624
O  0.6781  1.8658  -0.8806
O  0.2886  -1.9181  2.4919
O  -2.4184  -2.461  2.267
O  -1.1442  0.7675  1.4476
O  -0.5253  -0.0011  0.6982
O  -0.1118  -0.7257  0.916
O  0.5416  3.1139  -3.2479
O  -1.5637  -1.1311  3.9317
O  -1.4116  -0.9664  -0.5464
O  -1.1291  -1.1708  -0.4553
O  1.1309  1.1497  -2.1479
O  -1.6751  0.6558  -0.4828
O  -2.2538  1.8883  1.3865
O  -0.9758  -1.0964  1.1681
O  0.8729  0.1128  -0.3916
O  -2.604  0.1403  2.1243
O  0.508  -0.4546  0.9471
O  -0.04  -1.0472  -0.2354
O  0.9964  1.4897  1.1096
O  0.5068  0.0462  -0.1165
O  -1.8503  2.4919  0.1743
O  -0.51  0.36  0.6319
O  0.203  0.1206  0.0983
O  -0.3367  -2.1425  1.4374
O  -1.3613  -0.6198  0.4308
O  1.7536  -1.7412  0.7008
O  0.5903  -0.3604  0.4329
O  -0.3193  0.0431  0.5671
O  -1.8811  0.0211  1.8241
O  -0.5747  -0.2682  -0.7168
O  -1.0257  1.788  1.1268
O  -0.6992  0.8471  3.0889
O  2.2981  0.4178  -2.0904
O  0.2669  1.2802  2.1483
O  -5.3716  1.0624  0.6731
O  1.6304  -4.1702  1.7746
O  -0.2141  1.4926  -0.5485
O  -0.2088  1.5383  2.3452
O  1.6339  2.3637  -0.7109
O  0.5794  1.0205  -0.5803
O  0.9157  -1.0442  0.1445
O  -0.6955  -4.2231  -0.4026
O  -2.2406  0.4147  -0.5717
O  -0.294  0.3408  1.0262
O  -0.2891  0.532  2.0657
O  -2.3725  0.6087  1.3627
O  1.3211  -0.1317  0.2995
O  2.2264  0.849  2.252
O  2.0942  2.6382  2.4633
O  -1.4974  1.1342  -0.0125
O  2.3392  -2.9254  -0.8421
O  -0.2454  -0.4782  1.2991
